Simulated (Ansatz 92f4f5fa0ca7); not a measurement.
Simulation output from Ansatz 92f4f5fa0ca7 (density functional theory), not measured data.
Periodic cell of 297 atoms, Si195O102, from a study of silicon, its oxide and their interface. The atomic structure is a simulated model.
Doubt: the cutoff is far below the 930 eV that the study's wrapper takes by default for these files, so forces and energies are approximate.
This geometry differs little from another in the collection (a relaxation step or a small displacement).

Settings
functional: PBE
potential files: Ansatz PAW
basis: plane waves
wave-function cutoff: 580 eV
density cutoff ratio: 5
exchange-correlation grid ratio: 1
k mesh: 1 x 1 x 1, Gamma-centred
self-consistency stop: 5e-08 eV per atom in the density residual
occupations: fixed
spin: none
net charge: 0

Cell vectors (angstrom)
a	11.6015	0	0
b	0	10.938	0
c	0	0	41.7925

Atoms: element, x, y, z (angstrom)
Si	0	0	0.9665
Si	3.8672	0	0.9665
Si	7.7343	0	0.9665
Si	1.9336	1.3673	0.9665
Si	5.8008	1.3673	0.9665
Si	9.6679	1.3673	0.9665
Si	0	5.469	0.9665
Si	3.8672	5.469	0.9665
Si	7.7343	5.469	0.9665
Si	1.9336	6.8362	0.9665
Si	5.8008	6.8362	0.9665
Si	9.6679	6.8362	0.9665
Si	1.9336	2.7345	40.8255
Si	5.8008	2.7345	40.8255
Si	9.6679	2.7345	40.8255
Si	0	4.1018	40.8255
Si	3.8672	4.1018	40.8255
Si	7.7343	4.1018	40.8255
Si	1.9336	8.2035	40.8255
Si	5.8008	8.2035	40.8255
Si	9.6679	8.2035	40.8255
Si	0	9.5708	40.8255
Si	3.8672	9.5708	40.8255
Si	7.7343	9.5708	40.8255
Si	0	0	4.8337
Si	3.8672	0	4.8337
Si	7.7343	0	4.8337
Si	1.9336	1.3673	4.8337
Si	5.8008	1.3673	4.8337
Si	9.6679	1.3673	4.8337
Si	0	5.469	4.8337
Si	3.8672	5.469	4.8337
Si	7.7343	5.469	4.8337
Si	1.9336	6.8362	4.8337
Si	5.8008	6.8362	4.8337
Si	9.6679	6.8362	4.8337
Si	1.9336	2.7345	2.9001
Si	5.8008	2.7345	2.9001
Si	9.6679	2.7345	2.9001
Si	0	4.1018	2.9001
Si	3.8672	4.1018	2.9001
Si	7.7343	4.1018	2.9001
Si	1.9336	8.2035	2.9001
Si	5.8008	8.2035	2.9001
Si	9.6679	8.2035	2.9001
Si	0	9.5708	2.9001
Si	3.8672	9.5708	2.9001
Si	7.7343	9.5708	2.9001
Si	-0.2012	-0.1517	30.2565
Si	5.9965	0.3279	29.7484
Si	3.9736	-0.5195	30.6497
Si	2.4416	1.1911	30.1461
Si	7.1867	0.7853	31.7152
Si	9.1469	1.8732	31.0867
Si	-1.3248	6.2347	31.7347
Si	3.8903	4.8818	30.9633
Si	8.8427	3.6929	29.6252
Si	1.4331	6.551	30.425
Si	6.2424	6.9032	31.0214
Si	8.1193	5.3826	31.1441
Si	2.168	2.7372	32.99
Si	6.1298	2.5245	33.1004
Si	9.7365	2.7653	33.1919
Si	-0.3826	4.5392	33.2034
Si	4.1587	3.8706	33.059
Si	7.845	4.132	33.1621
Si	2.0673	8.2492	33.1357
Si	6.0031	8.2829	32.9786
Si	9.7934	8.227	33.0583
Si	0.1234	9.5596	33.1989
Si	4.0208	9.5988	32.9271
Si	7.8297	9.7469	33.0517
Si	0.0401	0.03	35.0686
Si	3.9254	0.0173	34.9225
Si	7.8154	-0.031	35.1059
Si	1.9606	1.3838	34.9479
Si	5.8889	1.3322	35.0978
Si	9.712	1.3668	35.0846
Si	-0.0265	5.6368	35.1919
Si	3.9863	5.4036	34.9268
Si	7.7826	5.5325	35.0546
Si	2.0361	6.7941	35.0005
Si	5.8581	6.8785	34.938
Si	9.6476	6.9847	35.0978
Si	1.9893	2.7421	36.9156
Si	5.8405	2.7443	36.9794
Si	9.7062	2.7631	36.979
Si	0.0443	4.1108	36.9838
Si	3.9233	4.1163	36.9305
Si	7.7681	4.1183	36.9592
Si	2.002	8.1876	36.9404
Si	5.809	8.1989	36.9267
Si	9.6847	8.2667	37.0325
Si	0.0576	9.5585	36.9675
Si	3.8977	9.5998	36.9065
Si	7.7426	9.5565	37.0097
Si	0	0	38.8919
Si	3.8672	0	38.8919
Si	7.7343	0	38.8919
Si	1.9336	1.3673	38.8919
Si	5.8008	1.3673	38.8919
Si	9.6679	1.3673	38.8919
Si	0	5.469	38.8919
Si	3.8672	5.469	38.8919
Si	7.7343	5.469	38.8919
Si	1.9336	6.8362	38.8919
Si	5.8008	6.8362	38.8919
Si	9.6679	6.8362	38.8919
Si	1.9318	2.7328	6.7726
Si	5.7741	2.7011	6.815
Si	9.6327	2.7528	6.7242
Si	-0.0176	4.0698	6.7388
Si	3.8759	4.1031	6.7607
Si	7.6864	4.1046	6.7807
Si	1.8977	8.1784	6.7797
Si	5.7568	8.1794	6.8162
Si	9.6323	8.2062	6.7263
Si	-0.0316	9.5466	6.7394
Si	3.831	9.5629	6.796
Si	7.6813	9.5405	6.7412
Si	-0.0727	-0.0199	8.6468
Si	3.7905	-0.0373	8.7679
Si	7.6756	-0.0263	8.6454
Si	1.8535	1.3197	8.6761
Si	5.7445	1.3213	8.7919
Si	9.5883	1.3425	8.5925
Si	-0.0775	5.3726	8.6926
Si	3.865	5.4866	8.6821
Si	7.6915	5.4992	8.7066
Si	1.8717	6.7294	8.6698
Si	5.7994	6.9198	8.8598
Si	9.6435	6.7928	8.6013
Si	1.778	2.6476	10.6163
Si	5.7618	2.8042	10.6737
Si	9.4632	2.574	10.5815
Si	-0.1957	3.9653	10.6264
Si	3.7389	3.9748	10.4788
Si	7.6799	4.1418	10.6352
Si	1.864	8.0494	10.6002
Si	5.8479	8.3417	10.878
Si	9.6719	8.2087	10.4503
Si	0.0394	9.5008	10.5316
Si	3.7677	9.4602	10.6713
Si	7.9099	9.7633	10.6813
Si	-0.2127	-0.1105	12.4613
Si	3.4299	-0.3477	12.7249
Si	9.146	0.6093	11.9314
Si	1.7508	1.3421	12.6062
Si	5.6277	1.4449	13.6324
Si	8.5853	0.8798	14.1676
Si	-0.3738	5.3408	12.5588
Si	3.5569	5.3273	12.3306
Si	7.835	5.3446	12.7157
Si	1.6305	6.5795	12.4831
Si	5.2088	6.9425	12.7617
Si	9.4849	6.9554	12.4128
O	2.7969	9.7221	13.9786
O	4.5717	2.2233	14.591
O	4.9759	0.0123	13.2058
O	13.5524	13.2627	13.9543
O	4.5359	7.7401	14.0645
O	9.5591	2.0987	14.7047
O	8.3189	4.3056	13.9157
O	3.5633	4.4836	13.7596
O	-0.6187	4.301	13.8658
O	8.9646	10.4127	14.9642
O	1.839	7.2799	13.9873
O	11.303	9.8636	13.8387
O	11.1152	9.4526	29.3713
O	12.7333	3.9947	32.7789
O	10.3677	3.8964	28.9786
O	6.3367	7.5697	29.5107
O	2.3969	9.4238	27.4436
O	5.6068	1.7041	28.9221
O	2.999	2.1972	28.9631
O	4.7129	6.2898	31.0669
O	6.8734	10.3867	28.6792
O	1.7458	7.3278	29.0203
O	4.7005	3.9983	29.8491
O	14.8607	4.3111	23.133
Si	13.8477	8.2386	17.6761
Si	8.4055	4.0692	20.1994
Si	4.4369	6.4986	18.5776
Si	5.74	7.2764	28.0091
Si	14.9263	10.2755	19.6497
Si	0.0116	1.8889	23.4459
Si	8.7409	9.4234	19.3393
Si	3.0393	8.2222	14.5726
Si	7.5365	-1.4193	27.4726
Si	1.9712	7.694	24.3616
Si	3.2215	3.1471	14.6004
Si	4.8331	11.6889	24.6966
Si	11.7093	6.6439	26.3664
Si	14.1525	10.2129	26.0276
Si	7.6115	11.7939	25.4114
Si	5.1492	1.1137	18.3696
Si	10.8684	3.9241	27.4115
Si	14.4233	2.7588	23.2468
Si	-0.7004	6.8502	23.5571
Si	4.4768	2.8569	28.7073
Si	11.5757	11.9388	26.2672
Si	8.3628	8.1051	22.0321
Si	-0.9068	7.8276	17.377
Si	2.9242	8.3336	28.5264
Si	5.5064	4.647	26.4348
Si	13.1714	1.0357	21.1493
Si	10.566	9.2853	27.8378
Si	8.168	3.4304	26.7178
Si	10.9421	4.3077	21.8193
Si	17.7592	5.9134	21.2057
Si	9.6595	3.7348	14.6672
Si	9.9985	9.1885	14.577
Si	15.7515	5.565	23.6621
Si	10.0737	4.6594	17.7199
Si	7.7371	1.1248	20.0744
Si	12.5056	3.3152	19.3483
Si	17.2631	-1.7861	18.5523
Si	6.9922	-0.2142	22.8608
Si	3.5663	3.68	17.5776
O	12.5243	1.7179	19.7866
O	10.6333	2.9667	22.7085
O	12.1694	-6.8154	20.7425
O	9.7284	4.2151	16.2059
O	10.636	6.5298	25.136
O	2.552	9.6997	18.3343
O	-1.8129	8.8174	18.282
O	2.8951	8.2107	16.1819
O	5.4447	-0.3832	17.6662
O	4.6527	-1.6236	19.8757
O	3.4697	9.0619	29.8589
O	6.9203	4.0366	25.8788
O	1.3531	2.6906	23.9582
O	7.974	0.6846	23.8262
O	7.211	-1.9412	18.9786
O	4.0498	10.7994	25.8099
O	4.4407	5.0611	17.7878
O	8.5283	2.4715	20.4832
O	5.4582	-0.1339	23.4544
O	12.2263	7.8153	23.4267
O	6.5448	1.5654	19.06
O	11.8181	5.2374	27.204
O	13.9813	3.6526	18.7141
O	3.9102	1.9491	24.1319
O	5.041	6.308	20.0825
O	13.1284	11.4718	26.0779
O	9.5683	15.7182	21.0884
O	17.0116	5.7152	22.6384
O	9.5555	4.2391	26.4746
O	4.5983	3.5251	27.2215
O	10.7973	21.6383	27.0212
O	4.6163	-8.5268	17.5463
O	-0.081	13.3966	27.0372
O	6.0756	1.3924	25.5213
O	16.2919	5.2743	25.1795
O	10.9437	1.1854	24.7528
O	5.2918	7.7156	17.8335
O	6.548	8.3001	27.0438
O	11.3356	3.7538	18.2776
O	4.1403	7.4954	27.8613
O	8.7324	4.4069	18.6322
O	8.5195	1.9228	26.207
O	0.4374	11.7184	22.3088
O	3.9207	0.8388	19.4081
O	2.8454	3.618	16.1122
O	7.0508	0.3899	21.3562
O	7.483	-1.762	22.8881
O	12.2572	8.0438	17.6909
O	11.2797	7.9764	27.2001
O	11.371	5.4958	22.81
O	2.6933	2.0722	21.7665
O	7.3241	7.0218	21.4158
O	8.9785	8.9555	27.9533
O	-1.2303	6.2643	17.6876
O	10.4357	8.2814	15.8414
O	2.8876	7.0394	18.5956
O	7.7718	-0.5909	26.1058
O	14.8367	6.9285	23.6573
O	8.8083	0.1183	19.3564
O	13.8446	10.5025	20.8488
O	13.2049	6.8687	25.7341
O	9.1319	8.8468	20.8059
O	18.526	4.5676	20.6646
O	2.3235	9.2319	24.7495
O	5.9867	5.7567	27.5277
O	9.5238	7.46	22.9635
O	13.4801	7.3967	31.7345
O	6.465	6.0341	13.319
O	-1.5326	0.7711	30.262
O	7.0058	1.2224	14.4707
O	5.912	2.231	12.2323
O	2.3594	5.1885	30.4324
O	2.1123	1.9234	31.5674
O	-0.1885	6.3268	30.4987
O	0.2315	-0.5166	31.7743
O	1.0264	0.645	29.5396
O	9.2652	8.1325	13.5734
O	7.8372	3.4311	28.3299

Results
free energy: -181971.420 eV
free energy less fixed offsets of O -568.88, Si -635.61 eV per atom: -1.710 eV

Forces (eV/angstrom), in the order of the atoms: element, x, y, z
Si	-0.0021	0.0235	-0.0054
Si	0.0009	0.0754	-0.0015
Si	0.0048	0.0113	0.0025
Si	-0.0049	-0.0611	-0.0053
Si	0.0073	-0.0514	0.0086
Si	-0.0057	-0.0065	-0.0015
Si	-0.0073	0.0039	0.0092
Si	-0.0091	0.0427	-0.0164
Si	0.0133	0.0351	-0.0015
Si	-0.0025	-0.042	0.0053
Si	-0.0093	-0.0866	0.0085
Si	0.0161	0.0035	0.0022
Si	0.0074	0.0757	-0.0145
Si	-0.0082	0.0336	0.0086
Si	0.027	0.0035	0.0209
Si	0.0185	0.0224	0.0247
Si	0.0165	-0.0664	-0.0121
Si	-0.0041	-0.0348	-0.0012
Si	0.0085	0.0528	-0.0239
Si	0.0231	0.0885	-0.0261
Si	0.0092	-0.0128	0.0131
Si	0.0125	-0.0216	0.0154
Si	0.0038	-0.0923	-0.0211
Si	0.0185	0.0044	0.0129
Si	-0.0006	0.0352	-0.0394
Si	-0.049	-0.0624	0.1512
Si	-0.0612	-0.0072	-0.0704
Si	0.0524	-0.0229	0.0134
Si	0.0069	-0.0632	0.1975
Si	-0.0877	-0.0808	-0.1711
Si	0.0161	0.0549	-0.0298
Si	0.037	-0.0008	-0.1001
Si	-0.0924	0.0075	0.0531
Si	-0.0191	-0.0651	-0.0032
Si	-0.0844	-0.0758	0.2191
Si	-0.0284	-0.1268	-0.2064
Si	-0.0051	0.0412	-0.015
Si	-0.0226	0.0789	0.0215
Si	-0.0019	-0.0182	-0.0327
Si	-0.0074	-0.0122	0.0021
Si	-0.0154	-0.0302	-0.0038
Si	-0.0109	-0.0434	0.0176
Si	0.0014	0.0368	0.0012
Si	-0.0027	0.1062	0.0336
Si	-0.0211	-0.0204	-0.0236
Si	-0.0015	-0.005	-0.0178
Si	-0.0085	-0.069	-0.0045
Si	-0.0074	-0.0056	-0.007
Si	0.0011	-0.0094	-0.0017
Si	0.0156	-0.0058	-0.0069
Si	-0.0105	-0.0339	-0.0122
Si	-0.011	0.0187	0.0026
Si	-0.0082	0.0013	0.0069
Si	0.0067	-0.0061	-0.0032
Si	-0.0087	0.0003	-0.0091
Si	-0.0028	0.0124	-0.0002
Si	-0.0046	0.0135	0.009
Si	0.0036	0.0005	-0.0016
Si	0.0042	0.009	-0.01
Si	0.0036	-0.0045	-0.0064
Si	-0.0323	-0.0328	0.004
Si	-0.01	-0.0087	-0.0091
Si	0.0043	0.0115	-0.0028
Si	0.0001	-0.0087	0.0114
Si	0.0107	0.0069	-0.0079
Si	0.0163	0.0086	0.0018
Si	-0.0082	-0.0089	-0.0032
Si	-0.005	-0.0056	0.0014
Si	0	-0.0057	0.0034
Si	0.0058	0.0177	-0.001
Si	0.0104	0.0086	0.0056
Si	0.0015	0.0038	0
Si	0.0021	-0.0011	-0.0035
Si	-0.001	-0.0029	-0.0025
Si	0.0024	0.0024	-0.0002
Si	0.0017	0.016	-0.0186
Si	0.0011	-0.0087	0.004
Si	0.0016	-0.0072	0.0046
Si	-0.0041	0.0056	0.002
Si	-0.0055	0.0011	0.0026
Si	-0.0193	0.001	0.0059
Si	-0.0022	-0.0029	-0.0026
Si	0.0159	-0.004	-0.0026
Si	0.0102	0.0036	0.0003
Si	-0.0027	0.0025	0.0006
Si	-0.0002	0.0087	-0.0027
Si	0.0007	0.0067	-0.0014
Si	0.0022	-0.0047	0.001
Si	0.0008	-0.0059	-0.0016
Si	0.0015	0	-0.0043
Si	-0.0008	0.0054	0.0032
Si	-0.0045	0.0021	0.0012
Si	-0.001	0.0028	-0.0016
Si	0.0005	-0.0048	-0.0031
Si	0.0025	-0.0051	-0.001
Si	0.0036	-0.0043	-0.0013
Si	0.1235	0.0184	-0.0032
Si	0.0274	0.0572	-0.2388
Si	-0.114	0.1721	0.2069
Si	0.0506	0.0884	-0.2213
Si	0.0577	-0.0111	0.165
Si	0.0109	-0.0106	-0.017
Si	0.0704	0.0375	0.2257
Si	0.0329	0.0254	-0.103
Si	0.0139	0.0898	0.0466
Si	0.0713	-0.0116	-0.0411
Si	-0.0452	-0.0195	-0.1561
Si	0.0456	-0.1037	0.1457
Si	-0.0008	0.0025	0.0043
Si	0.0004	0.0076	-0.0014
Si	0.0001	0.005	-0.003
Si	-0.0002	-0.0011	0.0021
Si	0.0033	-0.0037	-0.0006
Si	-0.0003	-0.003	0.0009
Si	0.0014	0.0039	-0.0021
Si	-0.0005	0.0009	0.0021
Si	-0.0007	0.0017	0.0003
Si	0.0012	-0.0008	0.0009
Si	0.0013	-0.0025	-0.0021
Si	-0.0003	-0.0033	-0.001
Si	0.005	0.0043	0.0055
Si	-0.0031	-0.0024	0.0072
Si	-0.0005	0.0046	0.0015
Si	-0.0068	-0.0068	-0.0019
Si	0.0001	-0.0073	-0.0004
Si	0.0021	-0.0026	0.0061
Si	0.0006	-0.001	0.0012
Si	-0.0011	0.0038	-0.0018
Si	-0.0035	-0.0026	0.0044
Si	0.0008	-0.0004	0.01
Si	0.0003	-0.0006	0.0018
Si	0.0011	-0.0047	0.0006
Si	-0.0028	0.0098	-0.0043
Si	0.0002	0.0103	-0.0027
Si	-0.0001	0.0012	0.0005
Si	0.0015	-0.0065	-0.0056
Si	0.0002	-0.0033	0.0044
Si	0.009	0.0016	-0.0025
Si	0.0089	0.0003	-0.0081
Si	-0.0023	-0.0081	-0.0006
Si	0.0115	0.0058	-0.0012
Si	-0.0056	0.0012	0.0004
Si	-0.0108	0.0058	-0.0014
Si	0.0031	0.0006	0.0022
Si	-0.0055	-0.0107	-0.0043
Si	-0.0013	-0.0164	0.0001
Si	0	0.0075	-0.0036
Si	0.0026	0.0041	0.0063
Si	-0.0027	-0.003	0.0021
Si	-0.004	0.0016	0.0001
Si	0.0022	-0.0067	0.0046
Si	-0.0068	-0.0152	-0.0008
Si	-0.0043	-0.0121	0.0002
Si	0.0007	0.0083	0.0001
Si	0.004	0.0143	0.0062
Si	-0.0011	0.0102	0.0027
O	-0.0019	0.007	-0.0033
O	-0.0016	0	-0.0021
O	0.0006	0.005	-0.0007
O	-0.0016	-0.0025	-0.0041
O	0.0037	-0.0035	-0.0045
O	-0.0017	-0.0058	-0.0012
O	-0.0025	0.0026	-0.0019
O	0	0.0019	-0.0038
O	-0.0045	0.0012	-0.0021
O	-0.0031	0.0045	0.0003
O	-0.0044	-0.0005	0.0021
O	0.0002	-0.0014	0.0014
O	-0.0034	0.0034	0.0003
O	0.0091	-0.0097	-0.0097
O	-0.0011	-0.0011	-0.0007
O	0.0018	-0.0022	0.0065
O	-0.0016	0.0024	-0.0038
O	0.001	-0.0043	-0.0029
O	0.0046	-0.0022	-0.0016
O	-0.0029	-0.008	0.0071
O	-0.0064	0.0109	0.0082
O	0.0093	0.0099	-0.005
O	0.0036	-0.0077	-0.0008
O	-0.0002	0.0006	0.0001
Si	0.0028	-0.0001	-0.003
Si	-0.0003	-0.0021	0.004
Si	0.0014	0.0007	0.0031
Si	0.0014	0.0006	0.002
Si	0.0002	0.0002	0.0032
Si	-0.0004	0.0001	-0.0007
Si	0.0007	0.0001	0.0031
Si	-0.0014	-0.0021	0.0009
Si	-0.0004	-0.0045	-0.0009
Si	-0.0004	0.0001	-0.0016
Si	0.0002	0.0009	0.0039
Si	-0.0025	0.0009	-0.0029
Si	0.0003	0.0025	-0.0018
Si	-0.0011	-0.0011	-0.0011
Si	-0.0027	-0.0026	-0.0031
Si	0	-0.0018	0.0018
Si	0.0019	-0.0012	-0.0021
Si	-0.0008	0.0006	0.0007
Si	-0.0004	0	-0.0021
Si	-0.0084	0.0017	0.0018
Si	-0.0002	0.0009	-0.0042
Si	-0.0014	-0.001	0.0016
Si	-0.0003	0.0018	0.0033
Si	0.0008	-0.0072	0.0111
Si	-0.0013	0.0024	-0.003
Si	-0.0007	0.0001	0.0028
Si	0.0027	-0.001	0.0045
Si	-0.0017	-0.0003	-0.0026
Si	-0.0005	0.0007	0.0036
Si	0.0011	0.0006	0.0022
Si	0.0022	0.0057	0.0019
Si	0.0054	-0.0004	0.0002
Si	-0.0013	0.0002	-0.0009
Si	-0.002	0.0005	0.003
Si	0.0003	0.0009	0.0036
Si	0.0002	-0.0008	0.0037
Si	-0.0015	-0.0001	0.0024
Si	-0.0016	-0.0012	-0.0004
Si	-0.0002	-0.0001	0.0015
O	-0.0001	0.0008	-0.0019
O	-0.0008	0.0001	-0.0014
O	0.0005	0.0002	-0.0017
O	0.0003	0.0011	0.001
O	-0.0003	-0.0002	0.0023
O	-0.0012	0.0008	-0.0004
O	-0.0001	-0.0006	-0.0016
O	-0.0014	-0.0006	0.0046
O	-0.0003	0	-0.0017
O	0	-0.0007	-0.0016
O	-0.0025	0.0162	0.0036
O	-0.0002	-0.0007	0.0008
O	-0.0006	-0.0007	0.0007
O	-0.0013	0.0009	0.0039
O	-0.0004	-0.0005	-0.0017
O	-0.0014	-0.0002	0.0014
O	0	0.0001	-0.0011
O	-0.0009	0.0015	-0.0019
O	0	0.0012	0.0012
O	0	-0.0004	0.0008
O	0.0007	0.0005	-0.0007
O	-0.0008	-0.001	0.0015
O	-0.0015	-0.0001	-0.0009
O	0.0009	-0.0019	0.0015
O	-0.0014	-0.0002	-0.0016
O	-0.0007	-0.0002	-0.0001
O	-0.0008	-0.0002	-0.0022
O	-0.0013	0	0.0004
O	-0.0005	0.0007	0.0005
O	0.0009	0.001	-0.002
O	-0.0012	0.0011	-0.0001
O	-0.0013	0.0012	-0.002
O	-0.0012	-0.0014	0.0014
O	0.0051	-0.0011	-0.0008
O	0.0003	-0.0005	0.0015
O	-0.0004	-0.0007	0.0027
O	-0.0008	-0.0005	-0.0008
O	0	0.0011	-0.0007
O	0.0011	-0.0003	-0.001
O	-0.0084	0.0071	0.0036
O	-0.0002	0.0005	-0.0023
O	-0.0005	0.001	0.0011
O	-0.0006	0.0002	-0.0001
O	-0.0011	0.0008	-0.0014
O	0.0003	-0.0006	0.0002
O	-0.0001	-0.0002	-0.0012
O	-0.001	0.0017	-0.0002
O	-0.002	-0.0005	-0.0006
O	0.0001	-0.0001	-0.0007
O	-0.001	0.0002	-0.0004
O	-0.0002	0.0001	-0.0004
O	-0.0002	0.0004	-0.0015
O	-0.0044	0.0019	-0.0008
O	-0.0011	-0.0014	-0.0005
O	-0.001	0.0008	-0.0047
O	-0.0013	-0.0009	-0.0006
O	-0.001	0.0043	-0.0002
O	-0.0007	-0.0002	0.0008
O	-0.0011	0.0001	-0.0013
O	-0.0003	-0.0009	-0.0016
O	-0.0011	0.0001	0.001
O	-0.0006	-0.0001	-0.0009
O	-0.0009	0.0003	-0.0013
O	-0.0004	0.0011	0.001
O	-0.0011	-0.0017	-0.0011
O	0.0002	-0.0004	0.0001
O	-0.0018	-0.0068	-0.0009
O	0.0005	-0.0016	-0.0038
O	0.0023	-0.0012	0.0015
O	0.0037	0	0.0021
O	-0.0001	-0.0021	0.0013
O	-0.0046	0.0015	0.0018
O	0.0126	0.0143	0.0239
O	0.0015	0.0008	0.0019
O	-0.01	0.0033	0.003
O	-0.0007	-0.0002	0
O	0.001	-0.0003	0.0001
O	0.0001	-0.001	-0.0009

The program warned: the cutoff lies below the one the program advises for these potential files; the exchange-correlation potential is rough where the density is thin.
